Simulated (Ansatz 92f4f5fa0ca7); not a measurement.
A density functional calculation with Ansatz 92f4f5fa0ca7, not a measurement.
Periodic cell of 171 atoms, Si99O72, from a study of silicon, its oxide and their interface. The atomic structure is a simulated model.

Settings: functional PBE; potential files Ansatz PAW; basis plane waves; wave-function cutoff 700 eV; density cutoff ratio 5; exchange-correlation grid ratio 2; k mesh 2 x 2 x 1, shifted by 0.5 0.5 0.5 of a step; self-consistency stop 5e-08 eV per atom in the density residual; occupations Fermi-Dirac, 0.05 eV; spin none; net charge 0.

Cell vectors (angstrom)
a  11.5983  0  0
b  0  11.5983  0
c  3.7557  -1.9134  23.0772

Atoms and the computed forces on them: element, x, y, z (angstrom), force x, y, z (eV/angstrom)
Si  0.0632  -1.2259  0.0108  0.054  -0.0195  -0.534
Si  -0.1242  4.3155  0.0074  -0.0698  0.1151  -0.089
Si  0.2611  7.4239  0.6927  0.1424  -0.0405  -0.5858
Si  3.9277  -0.2631  0.2796  0.0313  0.3305  0.0226
Si  4.0837  4.0413  -0.0769  -0.0998  0.0788  0.2249
Si  4.1747  7.1884  -0.0443  -0.1926  -0.1384  -0.0822
Si  7.5905  -1.2419  -0.2489  -0.161  1.279  0.4744
Si  7.6329  3.2894  -0.1144  -0.149  -0.2458  0.1268
Si  8.2649  7.2187  0.4523  0.138  -0.1794  -0.0585
Si  1.9122  -0.439  1.3966  -0.0814  -0.0541  -0.2418
Si  1.9942  3.5529  1.111  0.198  0.0889  -0.2444
Si  2.3606  7.481  1.6087  0.2645  -0.0754  -0.1813
Si  5.9558  -0.3687  1.4634  0.2675  -0.404  -0.4667
Si  5.8904  3.7072  1.4851  -0.0353  -0.1188  -0.2394
Si  6.0722  7.3842  1.4416  -0.0497  0.045  -0.17
Si  9.6858  -0.6638  1.2747  -0.0971  -0.475  -0.4344
Si  9.6667  3.4105  1.3706  -0.0337  0.176  -0.1461
Si  9.9428  7.4233  1.9817  0.0175  0.1205  0.1763
Si  1.9758  1.5672  2.6205  -0.0305  0.1396  -0.0097
Si  2.1602  5.3825  2.7257  0.0349  -0.0122  0.0329
Si  2.1542  9.4072  2.932  0.0506  0.1043  0.1651
Si  5.9372  1.6056  2.7516  -0.0028  0.0528  -0.1172
Si  5.9686  5.5344  2.9208  0.0846  -0.0166  -0.0347
Si  5.9662  9.3315  2.8655  0.0433  0.1512  -0.1201
Si  9.7845  1.3799  2.6514  -0.0999  -0.0588  -0.0747
Si  9.788  5.3067  2.9287  -0.2601  -0.4759  0.1829
Si  9.8035  9.4345  3.0651  0.0384  0.1617  0.307
Si  0.1128  1.4598  4.0827  0.0109  -0.0441  0.03
Si  0.2245  5.3725  4.1418  0.0934  -0.0334  -0.0759
Si  0.2079  9.3948  4.2933  0.0869  -0.0019  0.0798
Si  3.9514  1.4623  4.0668  0.0861  -0.0071  -0.0569
Si  4.0111  5.3798  4.2287  -0.1942  -0.0134  -0.0316
Si  4.0657  9.381  4.2929  0.0073  -0.1208  0.0358
Si  7.8687  1.4981  4.1247  -0.0513  -0.0103  -0.09
Si  7.8747  5.4192  4.2978  -0.0105  0.1234  -0.0843
Si  7.8196  9.3612  4.3297  0.0215  -0.0171  -0.0803
Si  0.1672  -0.3213  5.7444  0.0842  -0.0275  0.1169
Si  0.2025  3.3848  5.4106  -0.0946  -0.0136  0.0766
Si  0.1812  7.3708  5.4622  -0.1494  0.0632  0.0532
Si  4.0092  -0.3352  5.7599  0.0084  0.0332  -0.0387
Si  4.053  3.3344  5.455  0.0598  -0.0483  -0.0086
Si  3.9531  7.3816  5.5288  0.0081  0.1937  0.0214
Si  7.7388  -0.3165  5.7105  0.0334  0.0603  0.0085
Si  7.8783  3.4095  5.4963  0.0475  -0.1351  0.0374
Si  7.8919  7.3953  5.5941  -0.0962  0.1275  0.0909
Si  2.1092  -0.4228  7.2462  -0.1215  -0.0558  0.0258
Si  2.131  3.2123  6.7805  -0.0641  -0.2638  -0.2316
Si  2.0245  7.3884  6.9106  -0.0292  0.286  -0.0954
Si  5.8898  -0.3381  7.2922  0.0207  -0.0135  0.1212
Si  5.958  3.2599  6.8723  0.0324  -0.2777  -0.2188
Si  5.8928  7.3753  6.8588  -0.0429  0.099  -0.2418
Si  9.699  -0.2693  7.0234  0.079  0.0955  -0.1159
Si  9.8672  3.5392  6.7413  0.1032  0.1894  -0.3407
Si  9.8832  7.5069  6.8582  0.1536  0.1288  -0.1921
Si  2.1727  1.5808  8.5886  -0.0079  0.0592  0.0578
Si  2.2197  5.2533  7.7864  -0.0898  -0.0465  0.1069
Si  1.9365  9.1373  8.6437  -0.0582  -0.0642  0.1645
Si  5.9664  1.6772  8.7319  0.1203  0.0536  0.0474
Si  6.0062  5.3063  7.901  -0.1109  0.0799  0.1221
Si  5.8066  9.0987  8.5024  0.0896  -0.1013  0.1028
Si  9.7777  1.7802  8.2357  -0.0596  -0.0704  0.1488
Si  9.9647  5.5177  8.0198  0.1742  -0.1612  0.213
Si  9.7029  9.375  8.3535  -0.079  -0.1449  -0.0086
Si  11.6781  2.112  9.5617  -0.2472  0.1333  0.6656
Si  12.0069  5.1485  9.1619  -0.0113  0.0265  0.4605
Si  11.3784  9.3897  10.0132  -0.0192  -0.0254  0.1196
Si  4.0206  2.2392  10.1  -0.0381  0.2895  0.5592
Si  4.0753  5.1953  9.1653  0.0687  0.0625  0.426
Si  3.9156  8.3054  9.8236  0.0138  -0.2912  0.3473
Si  8.05  2.4484  9.7691  0.2035  0.1253  0.5463
Si  7.9423  5.4437  9.1388  0.0787  0.1046  0.7114
Si  7.8347  8.5291  9.6202  -0.1734  -0.1365  0.3102
Si  14.3774  8.5321  12.6579  0.001  0.1159  0.3878
Si  9.9994  1.8762  12.0534  0.1631  0.0716  0.1604
Si  13.7823  4.2171  14.4656  -0.151  0.0511  0.0945
Si  8.9146  2.856  17.346  0.0925  -0.0656  -0.0239
Si  7.0471  7.0437  14.5859  -0.0432  0.0041  0.119
Si  15.62  6.8035  14.9646  0.1156  -0.1795  0.1849
Si  12.4098  8.6807  19.9447  0.0444  -0.026  -0.4649
Si  4.1134  -0.2746  15.4283  -0.0633  -0.1168  0.0573
Si  11.2972  4.1426  16.092  -0.0106  0.121  0.0882
Si  10.6542  10.6784  12.8048  -0.0197  -0.0548  0.3297
Si  15.3476  -2.5102  19.94  -0.1072  0.0012  -0.3489
Si  0.2429  6.9271  11.5377  -0.0014  -0.2384  0.2438
Si  6.6963  9.943  14.9641  -0.0066  0.0391  0.1278
Si  8.1522  8.993  12.6859  -0.0037  -0.0001  0.316
Si  7.5967  5.5347  17.0908  0.088  0.0343  -0.0803
Si  10.087  4.9764  18.6066  0.0409  0.0235  -0.2855
Si  8.6314  -4.0477  21.3054  0.136  0.1076  -0.2657
Si  9.5659  -2.0322  19.2678  0.0958  0.1856  -0.4458
Si  5.1818  7.61  17.7485  -0.0324  -0.0992  -0.1548
Si  -0.4932  4.6422  13.2729  0.16  -0.0175  0.4082
Si  5.3242  -0.9381  18.1007  0.0911  0.0264  -0.0039
Si  3.4461  1.7243  13.2635  -0.2013  0.0118  0.3928
Si  9.0823  -0.0216  21.7134  -0.1043  0.0184  0.0509
Si  12.9868  3.1281  21.5145  -0.1608  -0.1875  -0.3668
Si  12.1524  5.7644  20.561  -0.1587  0.2237  -0.6449
Si  1.7381  -0.5103  13.8973  -0.016  -0.0026  0.2682
Si  7.9817  -0.2158  17.4066  0.0266  -0.0333  -0.0595
O  6.7974  1.9017  -0.6104  0.2717  0.1977  -0.0141
O  0.1049  -0.6063  -1.5253  -0.0447  -0.0736  0.4679
O  10.6203  5.5015  20.0428  0.0578  -0.0027  0.2004
O  2.4389  -1.493  12.8243  0.0625  -0.0673  -0.1716
O  5.082  10.1112  14.9476  0.0193  0.0254  -0.0241
O  11.2981  10.469  11.2927  0.1618  -0.1441  -0.4581
O  11.3153  4.9978  17.4965  -0.0824  -0.0737  0.0659
O  6.3132  6.391  17.7094  -0.0125  -0.0119  0.0665
O  3.7369  -1.2406  -1.0321  0.0426  -0.1241  0.0558
O  15.4794  8.5714  11.4641  0.0431  0.1296  -0.4672
O  4.3305  7.9278  -1.5521  0.0219  0.0548  0.3596
O  7.796  7.4479  13.1806  0.0503  0.1289  -0.1452
O  11.7826  1.998  21.4313  0.0983  0.0358  0.291
O  12.6775  7.0618  19.738  -0.0554  -0.1302  0.2569
O  17.1187  6.4763  14.3658  -0.0291  0.029  -0.0613
O  6.7144  -0.1623  18.4348  -0.0819  -0.0575  0.028
O  4.4832  -0.0413  17.0064  -0.0194  -0.0066  -0.0081
O  7.1791  10.0833  13.4212  0.0149  -0.1012  -0.1212
O  8.4332  1.4856  21.5601  0.0122  -0.0818  0.1752
O  1.9587  1.0126  13.337  0.0903  0.0458  -0.1409
O  14.9171  3.2105  13.9066  0.0759  -0.0897  -0.1138
O  12.8389  3.6728  15.7269  0.0038  -0.0105  -0.0844
O  11.2721  1.5671  11.0757  0.1996  -0.0113  -0.4427
O  8.7407  5.7272  -0.132  -0.0657  0.0594  -0.0018
O  9.6729  9.4127  13.1221  0.0459  -0.0089  -0.1384
O  7.8515  6.8886  9.9805  0.0307  0.2527  -0.3697
O  8.5668  1.8941  11.2577  -0.2314  0.0709  -0.418
O  15.7463  7.2777  16.5248  -0.0277  0.0794  0.0375
O  -0.9271  4.2359  -1.5052  0.0276  0.1651  0.3706
O  9.9132  12.1305  12.9854  -0.0103  0.0606  -0.1097
O  7.6128  3.8608  17.0435  -0.0157  -0.0008  -0.0029
O  7.9182  9.2346  11.1065  0.0067  -0.0637  -0.3083
O  7.8239  5.9605  15.5212  -0.0039  -0.0144  0.0092
O  7.4535  -0.5556  15.8988  -0.0153  -0.0026  -0.0558
O  9.5332  3.4379  18.7612  -0.0099  0.0706  -0.0144
O  0.1984  5.9569  -0.0869  -0.1235  -0.1724  0.1611
O  8.8163  -3.4053  19.789  -0.0857  -0.2247  0.4012
O  11.7496  3.7253  9.9441  0.0701  -0.2155  -0.4621
O  4.3796  7.7344  19.1908  -0.0417  0.1836  0.192
O  8.8866  5.9313  18.0261  -0.0017  -0.076  0.0707
O  -0.7053  7.9792  10.7421  0.0532  0.1346  -0.0819
O  1.397  7.7008  12.3841  -0.0742  -0.0665  -0.0935
O  3.8833  5.6327  -0.4898  0.1748  -0.1597  0.1853
O  -0.8375  5.0411  14.8306  0.0494  -0.0894  -0.1867
O  11.1553  -2.3723  19.0465  -0.0386  -0.0653  0.2007
O  10.2703  3.2988  12.8557  -0.1127  -0.3186  -0.2492
O  9.0157  -1.41  17.8532  0.0139  -0.0644  0.179
O  12.7394  4.4384  13.2203  -0.0388  0.0127  -0.1244
O  2.5171  -0.6596  15.3387  0.0899  0.0791  -0.1204
O  -0.784  5.9655  12.3741  0.027  0.1724  -0.1912
O  7.0518  8.4277  15.4548  -0.0161  -0.0066  -0.0391
O  6.2993  -2.0289  -0.9706  0.0876  -0.0681  -0.1143
O  12.6045  6.0835  10.3881  -0.0427  0.0848  -0.1254
O  14.6074  5.5309  14.9429  -0.0053  0.0181  -0.076
O  4.0591  6.6468  9.941  -0.1403  0.4139  -0.1539
O  3.9913  1.7246  11.7166  0.0715  0.086  -0.723
O  12.1393  9.0781  21.5094  -0.1588  -0.1132  0.28
O  7.9312  4.0943  10.1271  -0.0053  -0.3386  -0.481
O  11.7772  10.6795  14.0073  -0.0766  -0.0026  -0.2555
O  16.097  -1.1339  19.4744  0.0296  -0.0463  0.0452
O  4.0102  3.915  10.2454  -0.0066  -0.2659  -0.3788
O  5.7395  9.1539  17.5681  -0.0467  -0.0245  0.0095
O  0.1443  8.7284  -0.3544  -0.0868  0.2134  0.5435
O  7.921  -0.6758  22.6711  -0.0035  -0.1237  0.0455
O  4.4037  0.9376  14.3545  0.0183  0.0402  -0.119
O  12.9677  4.3461  20.3914  0.1101  -0.2548  0.3423
O  8.4414  8.1518  -0.9399  -0.081  0.004  0.4997
O  9.303  -0.8337  20.3382  -0.0346  0.1029  0.2324
O  10.165  2.9608  16.2666  -0.0148  0.0419  0.0184
O  8.5936  1.2824  17.4208  -0.0315  0.0119  0.0145
O  13.8026  9.3339  19.439  -0.0073  -0.0175  0.2301
O  14.9728  7.973  14.0571  -0.0658  0.033  -0.2517

Results
free energy: -103887.235 eV
free energy less fixed offsets of O -569.03, Si -635.61 eV per atom: 8.315 eV
pressure: -0.33 GPa
stress xx, yy, zz, yz, xz, xy (GPa, positive in tension): 0.07, 0.25, 0.68, -0.19, -0.07, 0.26

The program warned: the cutoff lies below the one the program advises for these potential files.
